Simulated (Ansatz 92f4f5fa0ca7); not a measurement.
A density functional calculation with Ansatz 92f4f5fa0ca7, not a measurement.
Periodic cell of 224 atoms, Si133O89H1N1, from a study of silicon, its oxide and their interface. The atomic structure is a simulated model.
Doubt: the cutoff is far below the 930 eV that the study's wrapper takes by default for these files, so forces and energies are approximate.
This geometry differs little from another in the collection (a relaxation step or a small displacement).

Settings: functional PBE; potential files Ansatz PAW; basis plane waves; wave-function cutoff 580 eV; density cutoff ratio 5; exchange-correlation grid ratio 1; k mesh 1 x 1 x 1, Gamma-centred; self-consistency stop 5e-08 eV per atom in the density residual; occupations fixed; spin none; net charge 0.

Cell vectors (angstrom)
a 10.938 0 0
b 0 10.938 0
c 0 0 32.3932

Atoms and the computed forces on them: element, x, y, z (angstrom), force x, y, z (eV/angstrom)
Si 0.2706 -0.1921 24.9354 0.0931 -0.0845 -0.0902
Si 5.178 0.4697 24.926 -0.017 0.0766 -0.1413
Si 2.871 2.6427 25.0098 0.0828 -0.0773 -0.0927
Si 7.9137 2.9843 24.9072 -0.0818 0.0585 -0.0665
Si -0.2304 5.7603 24.8996 -0.0579 0.0723 -0.0784
Si 5.7082 5.2388 24.9299 0.0907 -0.0874 -0.0755
Si 2.4935 8.5021 24.8733 -0.0935 0.0928 -0.0733
Si 8.4604 7.9914 24.8374 0.0476 -0.0385 -0.0964
Si 1.3593 1.3871 26.2949 0.0431 -0.0193 -0.0236
Si 6.7998 1.4515 26.303 -0.001 0.032 -0.0246
Si 4.107 4.1595 26.2994 0.0301 -0.0103 -0.0648
Si 9.5542 4.1354 26.1881 -0.0244 0.0338 -0.0514
Si 1.3533 6.9106 26.2312 -0.022 0.0207 -0.0624
Si 6.8648 6.8613 26.1955 0.0305 -0.0302 -0.0441
Si 4.1185 9.6423 26.1549 -0.0352 0.0279 -0.0343
Si 9.5717 9.5891 26.2006 0.0215 -0.02 -0.0535
Si 2.7496 0.0044 27.6202 0.0025 0.0137 -0.0105
Si 8.1895 0.0139 27.5818 0.0068 -0.0143 0.0043
Si -0.0376 2.7603 27.5941 -0.0002 -0.0081 0.0023
Si 5.4368 2.7729 27.6726 -0.0241 0.0104 -0.0086
Si 2.7058 5.5203 27.604 -0.0042 -0.0106 0.0059
Si 8.1999 5.4838 27.6063 -0.0042 -0.0074 -0.0129
Si -0.026 8.2325 27.6239 -0.0071 -0.0059 -0.0176
Si 5.462 8.2287 27.5498 -0.0089 -0.018 -0.0046
Si 4.1018 1.3673 28.9749 -0.0697 -0.0465 0.3529
Si 9.5708 1.3673 28.9749 -0.1264 0.0368 -0.114
Si 1.3673 4.1018 28.9749 -0.1086 0.0921 -0.1663
Si 6.8362 4.1018 28.9749 0.085 0.2332 0.2549
Si 4.1018 6.8362 28.9749 0.0467 0.2776 -0.1956
Si 9.5708 6.8362 28.9749 -0.0228 0.0083 0.1034
Si 1.3673 9.5708 28.9749 0.0409 0.0554 0.0852
Si 6.8362 9.5708 28.9749 -0.0544 -0.0078 -0.2647
Si 0 0 30.3422 0.0833 -0.0033 -0.0286
Si 5.469 0 30.3422 0.0009 0.0239 -0.0006
Si 2.7345 2.7345 30.3422 0.0299 -0.0776 -0.0101
Si 8.2035 2.7345 30.3422 -0.0138 -0.0031 -0.0036
Si 0 5.469 30.3422 -0.0063 0.0273 0.0066
Si 5.469 5.469 30.3422 0.1014 0.0062 -0.0162
Si 2.7345 8.2035 30.3422 0.0274 0.0149 -0.0099
Si 8.2035 8.2035 30.3422 0.0132 -0.0517 -0.0297
Si 1.3673 1.3673 31.7094 -0.0616 0.0364 -0.0041
Si 6.8362 1.3673 31.7094 -0.0033 0.0189 -0.0108
Si 4.1018 4.1018 31.7094 -0.0333 0.0394 -0.0217
Si 9.5708 4.1018 31.7094 -0.0021 -0.0405 -0.0165
Si 1.3673 6.8362 31.7094 0.0321 0.0223 -0.0136
Si 6.8362 6.8362 31.7094 -0.0392 0.0454 -0.0126
Si 4.1018 9.5708 31.7094 -0.0187 -0.0132 -0.0176
Si 9.5708 9.5708 31.7094 -0.0266 0.0131 -0.0296
Si 2.7345 0 0.6835 0.0491 -0.0103 0.0257
Si 8.2035 0 0.6835 0.0403 -0.0766 0.0373
Si 0 2.7345 0.6835 -0.0053 0.0381 0.0071
Si 5.469 2.7345 0.6835 0.0388 -0.0576 0.0047
Si 2.7345 5.469 0.6835 0.0338 -0.0356 0.039
Si 8.2035 5.469 0.6835 -0.0133 0.0421 0.022
Si 0 8.2035 0.6835 0.0205 -0.0395 0.0013
Si 5.469 8.2035 0.6835 0.0146 -0.0101 0.0165
Si 4.1018 1.3673 2.0507 -0.0159 0.033 0.0136
Si 9.5708 1.3673 2.0507 0.0739 0.0959 0.0414
Si 1.3673 4.1018 2.0507 -0.1031 -0.0836 0.0009
Si 6.8362 4.1018 2.0507 -0.0942 -0.0454 0.0109
Si 4.1018 6.8362 2.0507 -0.0153 0.0488 -0.0246
Si 9.5708 6.8362 2.0507 -0.0276 0.0919 0.0048
Si 1.3673 9.5708 2.0507 -0.0471 -0.0483 0.0182
Si 6.8362 9.5708 2.0507 -0.0069 0.0314 0.0053
Si 0 0 3.418 0.342 0.248 0.4691
Si 5.469 0 3.418 0.3408 0.2223 -0.2669
Si 2.7345 2.7345 3.418 -0.2183 -0.2415 -0.1465
Si 8.2035 2.7345 3.418 0.1059 0.1054 0.1748
Si 0 5.469 3.418 -0.0887 -0.3222 0.0944
Si 5.469 5.469 3.418 -0.196 -0.2967 0.1933
Si 2.7345 8.2035 3.418 -0.237 -0.3386 -0.4784
Si 8.2035 8.2035 3.418 0.3226 -0.0177 -0.2209
Si 1.4867 1.3422 4.8912 -0.0001 -0.0781 0.0214
Si 6.8234 1.4032 4.7968 -0.0013 -0.0287 0.0127
Si 4.0058 4.0797 4.8038 0.0091 0.0882 -0.0005
Si 9.62 4.0399 4.8517 0.0206 -0.0066 -0.0008
Si 1.3879 6.7946 4.7637 0.0018 0.017 0.0037
Si 6.9456 6.742 4.7343 0.0278 -0.032 0.038
Si 4.148 9.5105 4.6763 0.0073 -0.026 0.0023
Si 9.5633 9.5909 4.7829 -0.0207 -0.0045 0.062
Si 3.0026 -0.141 6.1972 -0.0419 0.1349 0.0602
Si 8.1609 0.0376 6.1924 -0.0055 -0.0593 0.0611
Si 0.022 2.6683 6.3164 0.012 -0.0587 -0.0179
Si 5.3952 2.7245 6.1423 -0.0235 -0.0195 -0.0065
Si 2.5556 5.3682 6.2357 0.019 -0.0666 -0.0006
Si 8.2855 5.419 6.2436 0.0017 0.0621 0.0437
Si 0.079 8.1931 6.0803 -0.085 0.0263 0.0303
Si 5.479 8.1069 5.912 0.0146 -0.0399 0.0248
Si 4.3847 1.1822 7.6989 -0.0305 0.0306 0.1109
Si 9.908 0.933 7.5579 0.0494 -0.0812 0.086
Si 0.9835 4.2501 7.8141 -0.0443 0.1269 0.1344
Si 6.5263 4.3359 7.3916 -0.0685 0.0704 0.113
Si 4.3222 6.5576 7.186 0.0632 -0.0413 0.1811
Si 9.3447 7.2132 7.4164 -0.1711 0.125 0.1072
Si 1.3554 9.6657 7.4234 -0.0751 0.1164 0.0453
Si 6.8842 9.3291 7.3205 0.1648 -0.186 0.1742
O 9.5859 6.8643 24.3762 -0.0006 -0.0008 0.1901
O 3.9694 1.5184 24.5137 0.0476 -0.0184 0.165
O 8.0992 8.255 7.4496 0.0179 -0.0105 -0.0124
O 2.9283 1.6717 8.3587 0.0354 0.0025 0.0281
O 6.7993 4.105 24.3696 -0.0101 0.0257 0.228
O 1.3617 9.6181 24.3556 -0.0155 0.0072 0.218
O 5.4737 5.5462 7.8159 -0.0825 -0.0117 -0.211
O 0.1612 -0.1857 7.6479 0.0336 0.0339 -0.0372
O 6.824 3.5273 8.8125 -0.0378 0.0122 -0.0535
O 6.3359 9.5399 8.868 0.0522 0.0546 -0.2522
O 9.7488 7.3456 9.039 0.0419 -0.0253 -0.1267
O 1.8782 9.2172 8.9418 0.0295 -0.0765 -0.0689
N 5.4571 1.0974 9.1865 -0.1771 0.0939 -0.1775
O 1.7494 3.7988 9.2009 -0.0022 -0.0607 -0.1179
O 9.6481 1.1368 9.1612 0.0073 0.047 -0.1138
O 3.7407 7.4526 8.4133 -0.0377 0.0079 -0.0454
O 7.8569 8.5926 23.4238 0.0174 -0.0565 0.1384
O 8.4603 2.2031 23.5688 0.0235 0.006 0.0436
O 5.0119 5.895 23.5965 -0.0225 0.0274 0.0245
O 2.2629 3.2969 23.6265 -0.02 0.0128 0.0579
O 10.5949 0.6043 23.6359 0.0163 -0.0063 0.0462
O 0.4009 5.1754 23.4976 0.0095 -0.0126 0.0655
O 3.1572 7.8369 23.519 0.0236 -0.006 0.0535
O 5.5093 14.1094 19.163 0.0176 0.0309 -0.0453
Si 11.3924 2.3732 20.7785 0.0366 -0.0684 -0.0232
Si 7.8333 9.3891 22.0039 -0.0297 0.0085 -0.0862
Si 2.252 5.1667 13.5406 -0.0096 0.0344 0.0329
Si 12.284 7.3637 16.8127 0.0268 0.0126 0.0333
Si -0.1268 -4.6128 9.7077 -0.0507 -0.0469 0.0631
Si 10.9244 8.908 14.7685 0.0179 -0.0035 -0.0553
Si -1.3751 -4.989 17.7001 -0.0266 0.0037 0.0792
Si 1.6145 4.4608 22.6843 -0.0483 -0.0829 -0.0366
Si 4.5844 10.9282 16.9314 -0.0176 0.0252 0.0754
Si 6.902 5.8714 16.263 -0.0126 -0.0148 0.0229
Si 5.7455 2.735 9.7712 0.0705 -0.0211 0.0665
Si 2.7911 9.2207 18.6596 0.0188 0.0523 0.1022
Si 7.7851 3.5393 11.7031 0.0158 0.0895 -0.0335
Si 9.0636 1.0645 10.6667 -0.0911 0.033 0.0667
Si 9.0783 1.5984 15.9072 0.0618 -0.0074 -0.0082
Si 2.6311 4.6795 16.5547 -0.046 0.014 0.0054
Si -3.9187 3.4064 14.6086 0.0163 -0.0188 -0.07
Si 6.2123 10.6966 10.0102 0.0303 -0.0662 0.0352
Si 16.0439 4.5084 18.3328 -0.0233 -0.0288 0.08
Si 4.9693 7.188 19.8108 0.025 0.0362 -0.0598
Si -1.5584 1.1707 22.7098 0.0012 0.04 -0.0579
Si 2.1285 2.3618 12.4939 -0.0415 -0.0164 0.1249
Si 5.461 10.9682 21.9025 -0.0578 -0.0094 -0.1381
Si 0.0869 6.9529 12.7276 0.0587 -0.0165 0.0408
Si 13.7682 2.6864 9.6341 -0.0036 0.0121 0.078
Si 10.9511 3.2427 17.7782 0.04 -0.0565 0.0783
Si 8.0957 7.9552 19.3744 -0.0306 0.0152 0.0604
Si -6.3536 1.4792 14.3174 -0.0297 -0.0341 0.0019
Si -2.2358 -1.2461 16.7286 -0.0268 -0.025 0.0587
Si 2.8982 7.8664 12.3879 -0.022 0.0142 0.0846
Si -5.7986 1.6169 19.4201 -0.0543 -0.0166 0.079
Si -0.354 0.6442 13.2979 0.0043 -0.0107 0.0156
Si 3.8742 6.6268 22.6901 0.0358 0.0115 0.0347
Si 2.7573 0.4049 20.7022 0.0133 0.0377 -0.0202
Si 13.5393 7.8448 9.4688 0.0689 0.0469 0.004
Si 6.2508 8.6803 15.3216 -0.031 0.0489 -0.0187
Si 5.1083 -1.1787 12.8577 -0.0871 -0.0001 0.0166
O 6.4275 5.0681 17.5888 0.0289 -0.0071 -0.0236
O -0.5657 -4.6368 11.334 0.0681 0.0269 -0.1221
O 6.7209 4.9568 14.9513 -0.003 0.0154 -0.0102
O 2.2147 10.0007 19.9629 0.0219 -0.0317 -0.0389
O -0.2645 5.0646 8.6221 0.1414 -0.06 -0.0758
O 1.0102 3.809 21.3183 0.0562 0.0751 0.0949
O 1.4433 6.7096 9.6206 -0.0076 -0.001 0.0075
O -5.5904 0.237 13.6102 0.0351 -0.0117 -0.0312
O 14.1643 6.4304 13.13 -0.0073 -0.0034 -0.0295
O 8.5713 11.306 16.852 -0.0087 0.0106 -0.0022
O 5.3306 9.7141 16.167 0.0174 -0.0235 -0.0173
O -1.4742 1.0911 14.4015 -0.0099 -0.0049 -0.035
O 2.2739 3.9876 12.4201 0.0203 -0.0281 -0.062
O 6.0064 8.672 13.6996 0.0278 0.0011 0.038
O 2.6739 4.4591 14.9391 0.0124 0.0116 0.0184
O 6.3589 2.8385 11.277 -0.0959 -0.0189 -0.1234
O 3.2546 1.7583 13.4662 -0.022 0.0045 -0.0374
O 14.9257 4.1038 17.2231 0 0.0003 -0.022
O -3.1009 13.5924 15.8054 -0.0059 -0.0085 0.0264
O 0.7041 5.7135 13.5983 -0.0217 0.0055 -0.0333
O 7.7819 9.1411 15.5182 0.0068 0.0054 -0.04
O 0.3137 2.4257 19.1577 -0.0082 0.0129 -0.0226
O 4.5696 5.6769 19.3287 -0.0065 -0.0094 -0.0076
O 7.8072 5.0911 11.2276 0.013 -0.0504 -0.0228
O 10.912 6.57 17.0783 -0.0188 0.0137 -0.0196
O 2.7425 5.5435 22.2437 0.0068 0.0126 -0.007
O 9.0576 6.6758 19.0681 0.0223 -0.0055 -0.0355
O 1.2727 7.9936 12.2922 -0.0131 0.0107 -0.0196
O -5.4399 0.6618 18.1289 0.0209 -0.0229 -0.0295
O 7.6404 0.2747 10.6072 -0.013 -0.0367 -0.0208
O 11.3077 -0.6938 13.9096 -0.0318 0.0061 -0.0003
O 4.269 3.4463 9.8241 -0.0282 -0.021 -0.0515
O 4.0806 8.3024 19.027 0.0291 -0.0323 0.0077
O 8.4738 6.1911 16.512 0.0179 -0.0107 -0.0432
O 1.3866 3.8912 17.2173 0.0135 0.007 -0.0253
O -0.8338 7.8562 13.7503 0.0258 -0.0056 0.0024
O 5.5711 2.7504 14.3231 0.0101 0.0217 0.0105
O 2.5673 6.2891 16.8026 -0.0097 -0.0027 -0.0157
O 9.8338 4.3919 18.0759 -0.029 0.0178 -0.0237
O 4.1753 1.1306 15.8515 -0.0024 0.011 -0.0037
O 3.4272 7.9108 10.8566 -0.0367 0.0122 -0.1006
O 3.574 -1.7525 13.0641 0.0297 -0.0216 -0.0182
O 8.5336 10.8452 22.1533 0.0349 0.0461 0.0277
O -2.9735 3.3826 13.3039 -0.0174 -0.0158 0.0415
O 9.9522 2.0124 21.4381 -0.0664 -0.0382 0.1151
O 8.5716 8.5544 20.8145 -0.0107 -0.0026 0.0159
O -5.0247 1.1656 20.7971 0.0034 -0.0206 0.0346
O 5.4475 -0.9557 11.2805 0.0404 0.0537 -0.0498
O 1.3239 8.1373 15.3565 -0.027 0.0175 -0.0007
O 2.3422 1.8577 10.9532 0.0512 0.0534 -0.071
O 6.5358 7.4865 19.4702 -0.019 -0.0047 -0.0043
O 1.5645 -2.5828 18.0721 -0.0478 -0.0211 -0.0318
O 1.4747 12.1334 21.2755 -0.0236 0.0219 0.0323
O 8.9835 2.6386 11.0759 0.0182 -0.0264 -0.0417
O 3.2122 -0.6112 17.5485 -0.0074 0.0091 -0.0438
O 8.3137 -1.8881 18.1722 0.0308 0.0261 -0.0175
O 10.1859 -1.6264 16.1699 0.001 -0.0212 -0.0073
O -0.5544 2.2492 16.6246 -0.0108 0.0032 -0.0268
O 0.6991 1.8702 13.0902 0.0643 0.0132 -0.0543
O 6.281 -1.3287 21.51 0.0049 -0.0345 0.0408
O 15.5548 7.2527 21.3944 -0.0371 -0.0334 0.0861
O 5.9031 0.265 23.4519 -0.0205 0.0194 0.1804
O -4.9103 7.2143 15.9937 -0.0092 -0.0041 -0.0167
O 3.5305 1.4469 19.6975 0.0185 -0.0037 -0.0335
O 3.8303 -0.0964 21.8382 -0.002 -0.0358 0.0185
O 9.9414 0.3019 11.8256 0.0241 -0.0119 -0.0126
H 8.6249 5.6047 11.3868 -0.0869 -0.0516 0.0136

Results
free energy: -135569.235 eV
free energy less fixed offsets of H -15.97, N -385.13, O -568.88, Si -635.61 eV per atom: -1.685 eV

The program warned: the cutoff lies below the one the program advises for these potential files; the forces do not sum to zero within the program's tolerance; the exchange-correlation potential is rough where the density is thin.
